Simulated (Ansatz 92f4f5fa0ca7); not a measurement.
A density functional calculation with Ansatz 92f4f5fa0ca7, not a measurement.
Periodic cell of 227 atoms, Si136O81N10, from a study of silicon, its oxide and their interface. The atomic structure is a simulated model.
This geometry differs little from another in the collection (a relaxation step or a small displacement).

Settings: functional r2SCAN; potential files Ansatz PAW; basis plane waves; wave-function cutoff 800 eV; density cutoff ratio 5; exchange-correlation grid ratio 1; k mesh 1 x 1 x 1, shifted by 0.5 0.5 0 of a step; self-consistency stop 1e-10 eV per atom in the density residual; occupations fixed; spin none; net charge 0.

Cell vectors (angstrom)
a 10.88 0 0
b 0 10.88 0
c 0 0 32.9183

Atoms: element, x, y, z (angstrom)
Si 0.3006 -0.4453 -0.1531
Si 2.9857 2.2287 -0.2841
Si -0.3848 5.584 0.0429
Si 2.6205 8.2848 0.1691
Si 5.1124 0.0578 0.3114
Si 7.9876 2.8089 -0.0705
Si 5.7779 5.0454 -0.2675
Si 8.43 7.9244 -0.0501
Si 1.3271 1.2792 1.1236
Si 4.1015 3.9426 1.0072
Si 1.3337 6.6786 1.2531
Si 3.9357 9.4964 1.642
Si 6.784 1.3286 1.2978
Si 9.3984 4.0319 1.3563
Si 6.7725 6.7256 1.1358
Si 9.5724 9.4551 1.2698
Si 0.0012 2.6575 2.5414
Si 2.5526 0.0436 2.7713
Si 0.0189 8.09 2.6576
Si 2.7698 5.308 2.4882
Si 5.3972 2.7087 2.5907
Si 8.1862 -0.0439 2.5889
Si 5.4648 8.0597 2.6277
Si 8.0692 5.4389 2.6599
Si 1.3903 4.0111 3.8985
Si 4.0464 1.3735 3.9855
Si 1.2858 9.4829 4.0666
Si 4.0795 6.6993 3.9328
Si 6.7312 4.0629 3.9861
Si 9.5273 1.3248 3.9523
Si 6.8285 9.4618 3.9464
Si 9.4954 6.7656 3.9834
Si -0.0505 -0.0169 5.3832
Si 2.7144 2.7132 5.3499
Si 0.0257 5.3974 5.27
Si 2.7457 8.119 5.3031
Si 5.4422 -0.0223 5.2718
Si 8.1534 2.7124 5.2968
Si 5.4172 5.4059 5.3644
Si 8.1719 8.1449 5.3485
Si 1.3508 1.3505 6.6929
Si 4.0643 4.0643 6.7138
Si 1.3627 6.7795 6.6494
Si 4.0952 9.5192 6.656
Si 6.7918 1.3402 6.6491
Si 9.5376 4.0725 6.6566
Si 6.8039 6.7846 6.6842
Si 9.4993 9.5053 6.7294
Si 0.0134 2.7331 8.0397
Si 2.7131 -0.0102 8.0374
Si 0.0341 8.1583 8.0394
Si 2.7139 5.4458 8.0264
Si 5.4421 2.697 8.036
Si 8.1562 0.0188 8.0353
Si 5.467 8.1815 8.0106
Si 8.2195 5.4706 8.0373
Si 1.3626 4.113 9.4029
Si 4.0437 1.3649 9.4066
Si 1.3568 9.5273 9.4315
Si 4.0527 6.8597 9.3269
Si 6.8425 4.086 9.3338
Si 9.5435 1.3633 9.3821
Si 6.8553 9.5067 9.3801
Si 9.5941 6.834 9.4481
Si -0.0108 0.0188 10.8025
Si 2.6795 2.7653 10.7902
Si 0.0961 5.4926 10.8286
Si 2.7019 8.1451 10.7798
Si 5.4308 -0.0546 10.6562
Si 8.2287 2.7625 10.7088
Si 5.475 5.5266 10.5801
Si 8.2891 8.2601 10.8102
Si 1.2737 1.4025 12.1847
Si 4.1043 4.2589 11.9485
Si 1.4181 6.8506 12.3016
Si 4.1243 9.4677 12.0556
Si 6.7961 1.3485 11.8883
Si 9.6097 4.1106 12.1133
Si 6.8615 6.8279 11.9443
Si 9.5944 9.6276 12.3497
Si -0.0836 2.7942 13.678
Si 2.8053 0.0139 13.3321
Si 0.1356 8.2043 13.8199
Si 2.931 5.5282 13.585
Si 5.5219 2.8403 13.0643
Si 8.0209 0.2326 13.5087
Si 5.5543 8.1275 13.3685
Si 8.1985 5.5011 13.3311
Si 1.813 3.8332 14.7242
Si 4.0505 1.6786 14.3687
Si 1.7161 9.6887 14.9916
Si 4.8303 6.4302 14.8582
Si 6.8185 4.0592 14.5718
Si 8.8364 1.9078 14.9915
Si 6.9106 9.4583 14.7572
Si 9.0901 7.1018 14.81
Si 0.3224 6.1401 18.8664
Si 5.4725 0.4024 16.8449
Si 7.2489 2.7263 17.4789
Si 5.8884 8.2621 17.2031
Si 5.329 3.6421 19.6866
Si 9.3248 4.1218 19.0699
Si 2.6082 4.6292 19.5958
Si 14.2706 -1.2823 17.6176
Si 10.7649 11.5996 16.7906
Si 0.0532 4.8896 21.3001
Si 0.4592 9.7774 29.806
Si 9.3343 6.4582 25.7176
Si 1.1065 3.5708 17.5156
Si 3.2475 1.6414 18.8617
Si 1.0988 -0.4871 19.1565
Si -2.3462 9.0364 26.9052
Si 10.6998 10.1394 21.7994
Si 13.3875 0.7492 22.8089
Si 10.9171 8.2526 24.0704
Si 8.6526 6.7216 17.7712
Si 2.5752 -6.9404 22.6057
Si 0.6359 5.5196 24.1392
Si 5.0104 1.1339 21.339
Si 8.4954 1.617 24.3659
Si 11.3369 5.3312 30.2029
Si 1.5394 2.7248 29.7737
Si 5.601 3.704 22.5296
Si 7.4619 11.0617 28.8422
Si 10.6724 10.8115 25.5949
Si 7.4408 4.1408 25.0734
Si -1.0961 1.2609 30.5794
Si 6.5479 9.3072 31.0202
Si 17.6005 -0.6974 24.867
Si 14.821 0.2573 25.6007
Si 7.6889 0.1647 22.1328
Si 1.7488 0.6739 27.5792
Si 12.9592 7.5012 29.471
Si 10.4004 7.3136 28.4503
Si 15.4256 -3.7677 30.7425
Si 6.3028 12.681 26.4275
O 1.4921 -1.5447 -0.3839
N -0.1777 -0.1289 31.1017
O 4.1271 1.0687 -0.5336
O 2.4288 2.5477 31.1206
O 5.7257 -2.7602 30.3125
O -5.7558 -0.806 25.2094
O 1.1556 7.2922 28.1243
O 2.1756 1.9535 28.4862
O 6.6181 -0.2157 30.1542
O 7.9725 -2.1797 31.4906
O 9.5111 6.7793 -0.5083
O 10.8477 4.7106 31.6077
O 6.9206 3.9171 -0.7097
O 5.1732 5.7038 31.2587
O 6.6179 12.0949 27.9163
O 9.8621 11.6293 24.4551
O 1.4683 4.4508 16.1939
O 2.906 2.6398 15.0437
O -1.6117 11.8254 16.2544
O 0.7348 10.7729 15.7103
O 5.1513 7.1433 16.2922
O 5.1301 12.062 15.4783
O 8.5773 2.8371 18.4312
N 6.1284 -1.1369 16.319
N 7.6591 13.9317 15.7717
O 8.1382 8.4088 15.0923
O 8.9148 6.2779 16.2251
O 10.1956 7.2435 18.1725
O 1.9614 5.9725 18.8391
O -0.1137 10.7988 18.1709
O 6.6432 1.227 17.5979
O 10.8004 6.2633 20.4395
O 11.4191 2.1648 16.9874
O 6.2358 3.9229 21.0243
O 5.6456 5.0308 15.1724
O 8.3862 5.4442 18.7555
O 6.1273 3.6622 18.2563
O 4.6468 8.6979 18.1787
N 4.5332 2.0938 19.9583
O 4.2086 4.8269 19.712
O 10.5726 5.1308 22.8562
N 10.8026 4.5256 18.3129
N 1.7624 4.4543 21.1483
O 18.1834 7.6773 17.8416
O 2.4168 2.3456 22.6972
O 2.8774 -1.6666 16.085
N 3.9544 0.3813 17.7517
O 1.1408 7.069 24.0408
O 4.1316 4.3944 22.5988
O 9.5196 7.5695 24.5466
O 5.3219 2.1035 22.6211
O 10.8814 13.1756 30.021
N 2.4719 3.2255 18.5185
O 1.9996 0.8135 19.523
O -0.7372 -4.9725 29.2454
O 2.0956 -1.5775 18.5198
O 0.5364 -1.3734 24.9697
N 7.2584 0.8901 25.3217
O -4.3523 4.2547 23.7281
O 7.9786 -5.2907 25.5397
O -1.2611 10.2049 26.6444
O 13.9208 -0.0882 26.9273
O 11.2761 9.6964 20.3816
O 15.6176 1.616 26.0226
O 10.6223 16.3266 25.5146
O -1.1214 3.9192 20.6431
O 10.5924 8.7747 22.6101
O 7.4643 -1.8905 25.6833
O -0.6475 -2.2385 29.3905
O 11.6723 0.9875 26.2953
O 8.0181 -9.2819 22.821
O 8.7099 3.1624 24.7778
N 9.3123 7.4748 27.1335
O 12.2412 6.6045 30.6247
O 6.4287 0.3249 21.0938
O 14.4922 7.0102 29.4041
O 6.6294 3.3897 26.2721
O 3.6196 -3.1664 31.9271
O 1.9114 -6.3274 23.9719
O 1.0156 -10.6952 22.453
O 9.1551 10.6297 21.5526
O 7.1494 10.0255 23.3001
O 7.7167 9.6032 28.1758
O 12.2927 4.2951 29.413
O 19.7197 22.6361 29.3199
O 16.6339 9.7564 32.3277
O -2.0078 1.9589 31.7355
O 13.8303 0.3801 24.3271
O 12.7871 -1.8476 29.9698
O 11.651 -0.1867 28.5196
O 3.7177 0.2366 21.8031

Results
free energy: -137052.633 eV
free energy less fixed offsets of N -386.36, O -570.45, Si -639.56 eV per atom: -2.423 eV

Forces (eV/angstrom), in the order of the atoms: element, x, y, z
Si -0.0056 0.0034 -0.0488
Si -0.0013 0.0023 -0.0349
Si 0.0038 -0.0073 -0.0355
Si 0.0019 -0.005 -0.0409
Si 0.002 -0.0018 -0.0246
Si 0.003 -0.0071 -0.0279
Si -0.0038 0.0024 -0.0243
Si -0.0061 0.0053 -0.031
Si -0.0001 -0.0003 0.005
Si -0.0022 0.0025 0.0046
Si 0.0023 -0.0013 0.0059
Si 0.0023 0.0004 0.0033
Si 0.0001 -0.0004 0.0048
Si 0.0028 -0.005 0.0052
Si -0.0031 -0.0006 0.0039
Si -0.0003 0.0028 0.0061
Si -0.0006 0.0009 0.0024
Si 0.0005 0.0012 0.0037
Si -0.0009 -0.0004 0.005
Si 0.0019 -0.003 0.0014
Si -0.0016 -0.0012 0.0015
Si -0.0012 -0.0001 0.0025
Si 0.0018 -0.0027 0.0017
Si -0.0018 0.0007 0.0038
Si 0.0004 0.001 -0.0007
Si 0.0026 -0.0004 0.0013
Si -0.0012 -0.0001 0.0017
Si -0.0023 0.0004 0.0005
Si -0.0006 -0.001 0.0011
Si -0.0005 -0.0008 0.0001
Si -0.0001 0.001 0.0004
Si 0 -0.0019 0.0021
Si 0.0001 -0.0004 0.0007
Si -0.0012 -0.0012 -0.0006
Si 0.0004 -0.0008 -0.0001
Si 0.0012 -0.0004 0.0016
Si -0.0009 -0.0002 -0.0004
Si -0.0009 -0.0001 0.0009
Si -0.0001 -0.0003 0.0005
Si -0.0015 -0.0009 -0.0003
Si -0.0001 -0.0002 0
Si -0.0011 -0.0009 -0.0005
Si -0.0002 -0.0006 0.0004
Si 0.001 0.0003 0.0008
Si -0.0006 -0.0007 0.0004
Si -0.0001 0.0004 0.0004
Si -0.0007 -0.0005 0
Si -0.0009 0 -0.0002
Si 0.0003 -0.0016 -0.0001
Si -0.0011 0.0002 0.0007
Si 0 0.0002 0.0007
Si -0.0002 0.0003 0.0007
Si -0.0007 0.0002 -0.0002
Si -0.0008 -0.0002 0.0008
Si 0 -0.0009 -0.0004
Si -0.0009 -0.0006 -0.0002
Si -0.002 -0.0005 -0.0003
Si 0.0005 -0.0009 -0.0007
Si 0.0007 -0.0005 0.0006
Si 0.0004 0.0005 0.0009
Si 0.0009 0.0008 0.0001
Si -0.0008 0.0003 0.0006
Si -0.0025 0.0002 -0.0004
Si 0.0003 -0.0013 -0.0008
Si -0.0001 0.0013 0.0018
Si -0.0019 -0.0003 0.0022
Si -0.0007 0.0016 0.0014
Si -0.0004 -0.0002 0.0004
Si 0.0004 -0.0022 0.0024
Si 0.0006 -0.0015 0.0017
Si -0.0028 -0.0015 0.0015
Si -0.0015 -0.0007 0.0027
Si -0.0012 -0.0023 -0.0012
Si 0.0081 0.0051 0.0014
Si 0.0018 -0.0013 0.0027
Si 0.0004 0.0015 -0.0015
Si -0.0037 0.0011 0.0017
Si -0.0036 -0.0015 -0.0011
Si -0.002 -0.0009 0.0015
Si 0.0025 -0.0003 0.0001
Si 0.0015 -0.0003 0.0082
Si 0.0002 -0.0022 0.0064
Si 0.0003 -0.0002 0.006
Si -0.0088 -0.0025 0.0016
Si 0.002 -0.0031 -0.0053
Si -0.008 0.0003 0.0066
Si 0.0051 0.0025 0.0119
Si 0.002 0.0048 0.007
Si 0.0028 0.0032 -0.0438
Si -0.0042 -0.0031 -0.037
Si -0.0053 -0.0073 -0.0456
Si -0.001 -0.0037 -0.0501
Si -0.0015 0.0021 -0.0366
Si 0.0086 0.0019 -0.0374
Si -0.0038 0.0019 -0.0496
Si 0.0124 -0.0045 -0.0451
Si -0.0079 0.001 -0.0394
Si 0.0137 -0.0189 -0.0474
Si 0.0087 -0.0053 -0.0685
Si 0.0005 0.0024 -0.046
Si 0.0008 0.0003 -0.0488
Si -0.005 -0.0005 -0.0457
Si 0.0032 -0.0068 -0.0519
Si 0.0074 -0.0094 -0.0472
Si -0.0097 -0.0014 -0.0521
Si -0.001 0.0033 -0.0554
Si 0.0008 -0.0044 -0.0449
Si 0.0056 -0.0105 -0.0402
Si -0.0006 -0.0024 -0.0593
Si -0.0042 -0.0152 -0.045
Si 0.0048 0.0072 -0.0532
Si 0.0038 -0.0002 -0.0409
Si 0.0141 -0.0011 -0.0551
Si 0.0007 0.0062 -0.0496
Si 0.0083 -0.002 -0.0426
Si -0.0111 0.0084 -0.0526
Si -0.0027 0.0079 -0.0492
Si 0.007 -0.0103 -0.0466
Si -0.0089 0.013 -0.0489
Si -0.0015 0.0063 -0.0389
Si -0.0016 0.0061 -0.0407
Si -0.0017 -0.001 -0.0436
Si -0.0081 -0.0029 -0.0497
Si -0.004 -0.0006 -0.0492
Si 0.0004 -0.0035 -0.041
Si -0.0043 -0.0009 -0.0406
Si 0.0018 -0.0049 -0.0455
Si 0.0008 0.0081 -0.0376
Si -0.0009 0.0029 -0.0423
Si -0.0006 0.0037 -0.042
Si -0.0025 -0.0003 -0.0441
Si 0.007 -0.0061 -0.0449
Si -0.0097 0.0006 -0.0338
Si -0.0153 0.0044 -0.05
Si -0.0026 0.003 -0.0374
Si 0.0001 0.0066 -0.0417
O 0.005 0.0022 0.0339
N 0.0014 0 0.0403
O -0.004 -0.0032 0.0186
O 0.0105 0 0.0374
O -0.0007 -0.0022 0.0156
O 0.0008 0.0009 0.0117
O 0.0044 0 0.02
O -0.0033 0.0093 0.0253
O -0.0058 -0.0072 0.0249
O 0.0032 -0.0091 0.0246
O -0.0009 0.0002 0.0243
O -0.0067 0.0011 0.0328
O 0.0027 0.0039 0.0165
O 0.0037 -0.0078 0.0204
O 0.0047 -0.0065 0.0286
O 0.005 -0.0028 0.0188
O -0.0047 -0.002 0.0482
O -0.0067 -0.0022 0.0235
O 0.0062 -0.0068 0.0267
O -0.0067 0.0136 0.0327
O 0.0002 0.0127 0.0338
O 0.0056 0.0106 0.0368
O 0.0075 0.0067 0.0269
N -0.0132 0.003 0.0374
N -0.0091 -0.0066 0.054
O 0.0066 0.0015 0.0309
O -0.0011 -0.0052 0.0441
O 0.0085 -0.0043 0.0204
O 0.0025 0.0001 0.0186
O 0.0055 -0.0096 0.0359
O 0.0001 0.0063 0.0237
O 0.0008 -0.0039 0.0275
O 0.0032 0.0089 0.0229
O 0.0027 0.0006 0.0316
O 0.0077 0.0004 0.0345
O 0.0024 -0.0085 0.0203
O -0.0139 0.0053 0.0311
O -0.0095 0.0014 0.021
N 0.0096 0.0003 0.0325
O 0.0021 0.0017 0.0171
O -0.0015 0.0044 0.036
N -0.003 0.0064 0.0259
N -0.0003 -0.0041 0.0381
O 0.0117 -0.0072 0.0221
O 0 -0.0026 0.0176
O 0.0127 -0.0003 0.0381
N -0.0104 0.0162 0.0313
O -0.0033 0.0021 0.0097
O 0.0018 -0.0005 0.0178
O -0.0052 -0.0024 0.0222
O 0.0053 -0.001 0.0237
O -0.0031 -0.0021 0.0176
N 0.0099 0.0032 0.0327
O -0.005 0.0016 0.0214
O 0.0056 -0.0053 0.0241
O -0.0114 0.001 0.0222
O 0.003 0.0064 0.0232
N -0.0053 0 0.0251
O 0.015 0.0024 0.0291
O 0.0015 0.0053 0.0165
O -0.0046 -0.0016 0.0201
O -0.0061 0.0032 0.0237
O -0.0093 -0.006 0.0396
O 0.0007 -0.0005 0.0171
O -0.0048 0.0071 0.0249
O 0.0067 0.0019 0.0312
O -0.0116 -0.0005 0.029
O 0.0041 -0.0053 0.0226
O 0.0033 0.0078 0.0217
O 0.0037 0.0033 0.0215
O 0.004 0.0023 0.0247
O 0.0007 0.001 0.0162
N 0.0051 0.0024 0.0311
O 0.0072 -0.0069 0.0192
O 0.0098 -0.0059 0.0236
O 0.0061 0.0002 0.0178
O -0.0029 -0.0043 0.0176
O -0.0069 0.0053 0.0281
O -0.0021 0.0065 0.025
O 0.0043 0.0021 0.0194
O -0.0064 0.0033 0.0115
O 0.0006 -0.0044 0.0317
O -0.0052 0.0056 0.0266
O -0.0012 -0.0007 0.0106
O 0.0114 0.0046 0.0246
O -0.0046 0.003 0.0239
O -0.0135 0.0107 0.0313
O 0.0076 -0.0038 0.0352
O 0.0026 -0.001 0.0263
O -0.0036 -0.0063 0.0282
O -0.0072 -0.002 0.0231

The program warned: the cutoff lies below the one the program advises for these potential files; the forces do not sum to zero within the program's tolerance; empty levels may hold ghost states of the PAW files; the exchange-correlation potential is rough where the density is thin.
